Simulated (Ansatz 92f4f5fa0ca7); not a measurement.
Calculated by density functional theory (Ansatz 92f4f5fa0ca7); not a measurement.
Periodic cell of 273 atoms, Si165O106P2, from a study of silicon, its oxide and their interface. The atomic structure is a simulated model.
Doubt: the cutoff is far below the 930 eV that the study's wrapper takes by default for these files, so forces and energies are approximate.

Settings: functional PBE; potential files Ansatz PAW; basis plane waves; wave-function cutoff 580 eV; density cutoff ratio 5; exchange-correlation grid ratio 1; k mesh 1 x 1 x 1, Gamma-centred; self-consistency stop 5e-08 eV per atom in the density residual; occupations fixed; spin none; net charge 0.

Cell vectors (angstrom)
a  11.6015  0  0
b  0  13.3963  0
c  0  0  29.8085

Atoms: element, x, y, z (angstrom)
Si  11.5645  0.1917  22.911
Si  3.949  0.1397  23.0491
Si  7.6879  0.0537  23.1583
Si  2.0698  3.4455  22.8909
Si  5.917  3.6768  23.0077
Si  9.7432  3.5638  23.034
Si  11.6743  6.8886  23.0786
Si  3.9328  7.0203  23.18
Si  7.75  6.9278  23.3018
Si  2.0565  10.2862  23.2448
Si  5.7595  9.9998  23.403
P  9.9553  10.048  23.4461
Si  11.6823  2.4011  23.7547
Si  4.0069  2.3999  23.7543
Si  7.8002  2.3826  23.7844
Si  2.0232  5.6981  23.7077
Si  5.8241  5.8072  23.9969
Si  9.7252  5.7815  23.9181
Si  11.8865  9.0618  24.0335
Si  3.8122  9.102  24.1864
P  7.6924  9.0809  24.0628
Si  1.9363  12.5345  23.824
Si  5.7862  12.311  23.9455
Si  9.7464  12.3697  23.7928
Si  11.6467  2.2925  26.1725
Si  3.9204  2.3068  26.1712
Si  7.7637  2.3055  26.1886
Si  1.9766  5.6213  26.1468
Si  5.8201  5.6524  26.3292
Si  9.7142  5.6435  26.278
Si  11.6773  8.9842  26.3464
Si  3.8792  9.0056  26.4676
Si  7.7675  8.9992  26.3185
Si  1.9365  12.3824  26.2158
Si  5.8019  12.3299  26.2955
Si  9.6979  12.3247  26.1937
Si  1.9751  1.1953  27.0173
Si  5.8307  1.1809  27.0253
Si  9.6985  1.1713  26.9922
Si  11.649  4.5063  27.0161
Si  3.8802  4.5064  27.0359
Si  7.7632  4.5137  27.0455
Si  1.9643  7.8122  27.0782
Si  5.8463  7.8812  27.0792
Si  9.7126  7.8766  27.0475
Si  11.6262  11.2364  27.0417
Si  3.8515  11.2638  27.0761
Si  7.7675  11.2372  27.0423
Si  1.9336  1.1164  29.4135
Si  5.8008  1.1164  29.4135
Si  9.6679  1.1164  29.4135
Si  0  4.4654  29.4135
Si  3.8672  4.4654  29.4135
Si  7.7343  4.4654  29.4135
Si  1.9336  7.8145  29.4135
Si  5.8008  7.8145  29.4135
Si  9.6679  7.8145  29.4135
Si  0  11.1635  29.4135
Si  3.8672  11.1635  29.4135
Si  7.7343  11.1635  29.4135
Si  0  0  0.3944
Si  3.8672  0  0.3944
Si  7.7343  0  0.3944
Si  1.9336  3.3491  0.3944
Si  5.8008  3.3491  0.3944
Si  9.6679  3.3491  0.3944
Si  0  6.6981  0.3944
Si  3.8672  6.6981  0.3944
Si  7.7343  6.6981  0.3944
Si  1.9336  10.0472  0.3944
Si  5.8008  10.0472  0.3944
Si  9.6679  10.0472  0.3944
Si  11.5478  -0.0493  2.7457
Si  3.8438  -0.0706  2.8053
Si  7.6637  -0.0961  2.7734
Si  1.93  3.2681  2.7451
Si  5.7504  3.2741  2.8015
Si  9.5986  3.3068  2.764
Si  11.5668  6.6349  2.7576
Si  3.8651  6.6186  2.7414
Si  7.7328  6.6437  2.7699
Si  1.924  9.9978  2.7531
Si  5.8196  10.0387  2.774
Si  9.675  9.975  2.7524
Si  11.5526  2.2012  3.4475
Si  3.8176  2.1244  3.6556
Si  7.6766  2.1126  3.5576
Si  1.9026  5.4989  3.476
Si  5.8028  5.5235  3.5686
Si  9.6471  5.5214  3.6173
Si  11.6095  8.8649  3.5603
Si  3.8926  8.8666  3.4329
Si  7.7382  8.8757  3.5548
Si  1.8648  12.2297  3.5504
Si  5.7519  12.2162  3.7473
Si  9.6168  12.1958  3.5161
Si  11.4775  2.1611  5.7662
Si  3.7312  2.0295  6.0828
Si  7.6063  1.9699  5.9302
Si  1.8764  5.4088  5.8116
Si  5.8018  5.4674  5.9444
Si  9.6214  5.446  6.0217
Si  11.638  8.7934  5.937
Si  3.915  8.7905  5.7506
Si  7.7721  8.8124  5.9287
Si  1.7828  12.1597  5.9232
Si  5.7178  12.121  6.2596
Si  9.5832  12.1111  5.8697
Si  1.6321  0.975  6.7401
Si  5.6708  0.9897  7.0276
Si  9.6338  0.9384  6.6002
Si  11.573  4.3171  6.7307
Si  3.8248  4.3233  6.5697
Si  7.6915  4.1807  6.6327
Si  2.0299  7.6294  6.5205
Si  5.8289  7.7361  6.7079
Si  9.7162  7.7064  6.7396
Si  11.4526  10.9918  6.7807
Si  3.6545  10.9378  6.6593
Si  7.7559  10.9773  6.8693
O  9.8993  7.9  8.4015
O  9.9016  0.8263  8.2501
O  1.033  0.9198  8.3262
O  3.0858  10.5657  8.1764
O  5.8157  7.9021  8.3734
O  5.6125  1.1871  8.7144
O  3.7687  4.3363  8.2181
O  7.6457  3.736  8.2585
O  0.0523  4.2761  8.4043
O  11.1555  10.9506  8.4327
O  8.1191  10.7758  8.5079
O  2.3726  7.4955  8.1254
O  11.4596  0.2077  21.2314
O  9.7459  3.6607  21.3684
O  4.1371  7.5135  21.5894
O  6.0281  4.1821  21.3945
O  5.8188  9.6623  21.7646
O  2.1515  3.371  21.2076
O  7.3495  13.4349  21.5223
O  4.0208  0.1464  21.3857
O  7.7615  7.0863  21.667
O  2.1162  10.2306  21.5936
O  11.5561  6.9873  21.4172
O  10.0047  9.5427  21.86
Si  11.5774  6.4518  11.2998
Si  1.5458  10.381  16.2771
Si  0.227  3.6905  9.9195
Si  8.1097  12.8392  20.2184
Si  2.8433  10.4646  9.7713
Si  2.6288  10.4122  20.0692
Si  10.355  3.7104  19.8547
Si  0.2483  12.8199  17.1007
Si  10.8282  0.7037  19.796
Si  3.1525  7.7547  16.2383
Si  0.3468  6.4875  19.9193
Si  9.3838  2.5398  14.3113
Si  2.9089  2.5446  11.0475
Si  5.1257  11.9986  15.385
Si  4.9758  8.6609  20.7684
Si  3.6066  -0.3884  11.3043
Si  5.5825  8.9038  14.8101
Si  -0.1644  11.316  10.0066
Si  9.4596  10.0029  20.3602
Si  3.4953  0.0557  19.8447
Si  7.4647  4.7076  9.5461
Si  2.3613  12.3642  14.1836
Si  6.1855  0.5974  10.1539
Si  2.8138  2.9033  19.771
Si  5.7179  4.4586  13.6791
Si  7.4829  0.2179  15.6153
Si  9.6182  11.3492  15.2008
Si  1.9862  6.5665  13.5521
Si  2.8437  3.5327  14.0206
Si  11.7502  9.1848  18.493
Si  11.2307  0.8752  9.207
Si  9.1246  7.3268  9.7169
Si  8.6743  8.5669  14.5817
Si  4.7764  7.1752  12.3639
Si  2.9869  5.6311  18.7617
Si  2.5371  7.4059  9.7224
Si  6.2641  8.4307  9.8504
Si  4.3283  4.7633  9.6642
Si  9.359  10.4985  12.2791
Si  5.9968  13.0106  18.0016
Si  7.9969  4.9471  18.3924
Si  8.3038  5.4273  15.2338
Si  7.3246  11.0794  9.9221
Si  5.4053  4.2111  19.879
Si  0.7819  1.507  15.0511
Si  7.5802  7.5502  20.1245
Si  7.6427  2.8027  11.8759
O  3.4533  6.0845  10.1067
O  1.9462  2.6698  15.0889
O  -0.3605  12.9455  10.1781
O  8.3969  8.9112  19.7998
O  2.4567  1.3121  19.5109
O  8.1569  5.3741  16.8435
O  2.778  11.9928  19.6793
O  7.1573  8.7756  15.1397
O  1.2799  0.1976  14.1931
O  4.408  3.8255  14.4639
O  4.2445  3.4168  10.6221
O  10.9526  2.0992  14.4985
O  11.3812  4.8431  10.996
O  10.8418  12.0351  16.0512
O  8.9336  6.9185  14.7765
O  1.7823  3.3605  10.2255
O  8.4619  5.9358  9.2189
O  11.1504  2.3011  19.5535
O  5.4134  7.6119  10.9434
O  11.4396  7.6011  18.8135
O  7.8717  8.267  10.1561
O  10.1331  7.1565  10.9887
O  9.2129  4.1213  14.7733
O  8.8793  11.479  20.6465
O  10.5764  10.5144  11.165
O  8.3593  12.2347  15.7472
O  4.457  2.8875  19.8239
O  4.7328  0.2328  18.7987
O  10.607  10.1127  19.2073
O  6.8463  0.6757  17.0696
O  0.5122  6.7518  12.8343
O  1.0504  7.1392  10.3039
O  3.1407  7.1878  12.5618
O  4.0317  9.6086  19.8448
O  6.7857  5.2  14.6628
O  0.5684  0.934  16.5639
O  1.5483  11.806  17.1242
O  5.3779  8.3234  13.3219
O  2.9739  12.3817  12.6714
O  6.4332  3.2148  12.9014
O  2.7627  9.3192  16.5836
O  6.0243  7.8888  19.7846
O  1.9666  6.3844  19.7855
O  1.5614  9.6419  19.1383
O  9.4891  9.7191  15.4719
O  3.1027  8.8912  10.2087
O  8.9796  9.0465  13.0152
O  2.1495  7.2996  15.0087
O  9.1554  3.87  18.7714
O  4.7266  7.9237  15.8135
O  7.2448  1.5999  10.8648
O  8.151  6.335  19.2259
O  5.9073  5.1661  9.6317
O  7.0474  -0.9894  19.0806
O  11.0591  2.2522  10.096
O  8.9754  2.418  12.7324
O  9.7217  11.5085  13.5475
O  6.5834  4.2121  18.7558
O  6.0404  10.0508  9.9674
O  1.3538  10.8386  10.2907
O  5.1666  10.4853  14.7746
O  1.6679  10.9209  14.691
O  11.3592  13.0904  18.6271
O  5.4459  11.8503  16.9879
O  8.0928  10.9905  11.3662
O  11.3157  5.0128  19.6508
O  8.3711  1.4872  15.0935
O  2.446  4.0497  18.6152
O  3.7522  11.6927  10.3537
O  9.1946  0.5667  19.7592
O  2.7861  2.6453  12.6612
O  3.6356  12.6295  15.1745
O  7.9911  4.0887  10.9443
O  5.1117  0.2575  11.3493
O  4.4457  5.4972  19.4974
O  6.1892  13.0855  14.7185
O  3.0585  6.5784  17.4024
O  2.7771  0.9299  10.731
O  0.2562  9.5044  16.8764
O  5.2365  5.634  12.6522
O  2.1357  4.9678  13.7779
O  6.8948  12.616  9.7236

Results
free energy: -166683.970 eV
free energy less fixed offsets of O -568.88, P -755.39, Si -635.61 eV per atom: 3.740 eV

Forces (eV/angstrom), in the order of the atoms: element, x, y, z
Si  0.1073  -0.0284  -0.0732
Si  0.0235  0.0114  -0.014
Si  -0.0283  0.0311  0.011
Si  0.0023  -0.0284  -0.0327
Si  0.0092  -0.0011  -0.0178
Si  -0.0082  0.0265  0.0039
Si  -0.0064  -0.0102  0.0261
Si  0.0455  -0.0243  0.0029
Si  0.0322  -0.0026  0.0087
Si  0.0514  0.0673  -0.0711
Si  0.042  0.0124  0.0232
P  0.0112  -0.0775  -0.0367
Si  -0.0248  0.0185  0.0305
Si  0.0291  -0.0073  0.0166
Si  -0.0072  -0.0065  -0.0061
Si  -0.0699  0.0071  0.0079
Si  -0.062  0.0132  -0.0005
Si  0.0507  0.0093  0.0078
Si  -0.0916  -0.0071  -0.1935
Si  -0.0318  -0.0627  0.02
P  0.0538  0.1309  -0.1652
Si  -0.0151  0.023  0.012
Si  0.0227  0.0079  0.0269
Si  -0.0813  -0.1678  -0.0437
Si  0.0001  0.0058  0.0026
Si  -0.0029  -0.0029  -0.0007
Si  -0.0114  0.0079  0.0049
Si  0.0039  -0.0073  0.0084
Si  -0.0019  0.0073  -0.0009
Si  -0.0285  0.006  -0.0131
Si  -0.0149  0.0017  0.0517
Si  -0.003  -0.0007  0.0232
Si  -0.0091  0.0086  0.0714
Si  0  -0.0039  0.0024
Si  0.0021  -0.026  -0.0051
Si  0.0206  -0.0246  0.0224
Si  0.0035  0.0056  0.0042
Si  0.0095  0.0159  -0.0147
Si  -0.0049  0.0065  0.0053
Si  0.0179  0.0019  -0.0085
Si  -0.0039  0.0096  -0.0034
Si  0.011  0.0044  0.0046
Si  0.0094  0.0074  -0.0089
Si  -0.049  -0.0013  -0.0154
Si  0.0295  -0.0184  -0.0116
Si  -0.0022  0.0126  -0.0029
Si  0.0049  -0.0052  -0.0001
Si  -0.0318  0.0205  -0.0063
Si  0.0611  0.1995  -0.1598
Si  0.0568  0.1371  -0.1285
Si  0.0959  0.0685  -0.2579
Si  0.1378  0.0494  -0.1125
Si  -0.0572  0.0347  -0.1269
Si  0.0946  0.0275  -0.0017
Si  -0.0067  -0.1833  0.2933
Si  0.1249  0.0389  0.3578
Si  0.0159  0.0877  -0.0196
Si  0.0149  0.1552  -0.045
Si  -0.0968  0.2646  0.2507
Si  0.0853  0.092  -0.0773
Si  -0.0839  -0.1266  -0.1602
Si  0.0369  -0.1754  0.3029
Si  -0.2194  -0.2077  0.0188
Si  0.1079  -0.1677  -0.0881
Si  -0.1304  -0.1266  0.2118
Si  -0.199  0.0053  -0.0469
Si  -0.1121  -0.0185  -0.013
Si  -0.0193  -0.139  -0.1475
Si  0.0253  -0.0448  0.0626
Si  -0.0431  0.0094  -0.1277
Si  0.1037  0.1172  0.0238
Si  0.0031  -0.1258  -0.0942
Si  0.0003  -0.0004  -0.0008
Si  -0.001  -0.0018  0.0004
Si  0.0017  -0.0018  0.0037
Si  0.0032  0.0029  0.005
Si  0.0017  -0.0015  0.0022
Si  0.0005  0.002  0.0018
Si  0.0012  0.0022  0.0051
Si  0.0115  0.0056  0.0022
Si  0.0001  0.0021  0.0032
Si  -0.0006  0.0019  0.0012
Si  0.0022  -0.0005  0.0009
Si  0.0006  0.0009  -0.0014
Si  -0.0013  -0.0008  -0.0035
Si  -0.0002  -0.0006  -0.0015
Si  0.0008  0.0005  0.0002
Si  -0.0049  0.0002  -0.004
Si  0.0007  0.0013  -0.001
Si  -0.0009  -0.0006  -0.001
Si  0.0001  0.0002  -0.0003
Si  -0.001  0  -0.0007
Si  0.0008  0.0004  0.0006
Si  0.0002  -0.0003  -0.0006
Si  -0.0003  0.0005  -0.0014
Si  0.0002  0.0009  -0.0001
Si  0.0009  0.0006  -0.0005
Si  0.0003  0.0008  0.0001
Si  -0.0006  -0.0003  -0.0008
Si  0.0034  0.0002  -0.0008
Si  0.001  -0.0013  -0.0001
Si  -0.0001  0.0009  0.0002
Si  0.0007  0.0009  -0.0008
Si  -0.0013  0.0025  0.0003
Si  -0.0002  0.0001  -0.0015
Si  -0.0003  -0.0004  -0.0002
Si  0.0007  0  -0.0004
Si  0.001  0.0007  -0.0021
Si  -0.0026  -0.0005  0.0033
Si  -0.0037  -0.0011  0.0045
Si  0.0009  -0.0012  0.0024
Si  0.0009  -0.0011  0.0053
Si  -0.001  0.0005  0.0036
Si  0.0001  -0.0008  0.0035
Si  0.0001  0.0013  0.0048
Si  0.0005  0.0014  0.0055
Si  -0.0002  0.0004  0.0055
Si  -0.0012  0.0006  0.0035
Si  -0.0015  -0.0006  0.0073
Si  -0.0003  0.0001  0.0069
O  0.0007  0.0009  -0.0048
O  -0.0019  0.0015  -0.0032
O  0.0029  0.0007  -0.0034
O  0.0048  0.0022  -0.0083
O  -0.0018  -0.0018  -0.008
O  0.0006  0.0019  -0.0088
O  0.0003  -0.0011  -0.0072
O  0.0005  -0.0001  -0.0058
O  -0.0005  0.0022  -0.0093
O  0.0008  -0.0005  -0.0067
O  0.0008  0.0003  -0.0069
O  -0.0017  0  -0.0061
O  -0.0201  0.0027  0.0205
O  0.0017  -0.0034  -0.0021
O  0.0017  0.0023  0.0121
O  -0.0023  0.005  0.0104
O  0.0062  -0.0004  -0.0131
O  -0.0047  0.0064  0.0219
O  0.0128  -0.0246  -0.0234
O  -0.0024  -0.0057  -0.0096
O  -0.0076  -0.0058  -0.047
O  -0.0073  -0.0108  0.0266
O  0.0055  0.015  -0.0369
O  -0.2184  0.1627  -0.1478
Si  0.0003  -0.0002  0.0019
Si  0.0006  -0.0023  0.0325
Si  0.0007  -0.0001  0.0024
Si  -0.0056  -0.0319  0.0084
Si  0.0007  0.0042  0.0006
Si  -0.0246  -0.0026  0.0016
Si  0.0008  0.0001  -0.0046
Si  -0.0005  0.006  0.0053
Si  0.0019  -0.009  -0.003
Si  0.0045  0.0044  0.0036
Si  -0.0015  0.0194  0.0216
Si  0.0004  -0.0004  0.0053
Si  0  -0.0011  0.0008
Si  0.0043  -0.0002  0.0085
Si  0.0007  0.0034  -0.027
Si  -0.0013  -0.0005  0.0007
Si  -0.0029  0.0009  0.0036
Si  -0.0003  -0.0003  0.0023
Si  0.0494  -0.2033  0.1087
Si  0.003  -0.0004  -0.0039
Si  0.0006  0.0003  0.0031
Si  -0.0028  0.0007  0.0044
Si  0.0024  0.0003  0.004
Si  0.0045  -0.0077  -0.0086
Si  0.0015  0.0027  0.0022
Si  0.0009  -0.008  0.0165
Si  0.0007  -0.0018  0.0191
Si  0.0018  0.001  0.0057
Si  -0.0044  0.0016  0.002
Si  -0.0608  0.0594  0.0786
Si  0.0003  0.0004  0.0017
Si  -0.0003  -0.0005  0.0011
Si  0.0052  0.0087  0.0093
Si  -0.0008  0.0035  0.0033
Si  -0.0001  -0.0024  0.003
Si  -0.0013  0  0.0015
Si  0  0.0014  0.0032
Si  0.0012  0.0003  0.001
Si  -0.001  -0.0028  0.0053
Si  -0.0072  -0.0057  -0.0006
Si  0.0035  0.0047  0.0188
Si  0.0032  0.0008  0.009
Si  -0.0021  0.0018  0.003
Si  0.0041  0.0023  0.003
Si  -0.0022  -0.002  0.0065
Si  -0.0049  -0.0106  0.0138
Si  0.0014  0.0004  0.0028
O  -0.0008  -0.0005  0
O  0.0019  0.002  -0.0013
O  -0.0004  0.0014  -0.0001
O  0.341  0.2787  0.2039
O  0.0043  0.0019  0.0043
O  -0.0001  0.0004  -0.0068
O  0.0067  0.0016  -0.0008
O  -0.0033  -0.0013  -0.0009
O  0.0012  -0.0002  0.0012
O  0  -0.0001  -0.0005
O  -0.0005  0.0012  0.0013
O  -0.002  0.0012  -0.0007
O  0.0001  -0.001  0.0001
O  -0.0033  -0.0052  -0.0111
O  -0.0019  -0.0031  -0.0014
O  -0.0045  0.0008  0.004
O  -0.001  0.0004  0.0006
O  0.0005  0.0029  0.0013
O  0.0018  0.0016  -0.0021
O  0.0035  0.0116  -0.0078
O  -0.0005  0.0002  0.0003
O  -0.0018  0.001  -0.0001
O  0.0006  -0.0012  -0.0034
O  0.0065  -0.0704  -0.0279
O  0.0025  0.0012  -0.0021
O  -0.0102  0.0114  -0.0104
O  -0.0026  0.0003  0.0017
O  -0.0018  -0.0046  0.0004
O  -0.0849  -0.146  0.1397
O  0.0046  -0.0019  -0.0091
O  -0.0026  0  -0.0032
O  0.0022  0.0011  0.0002
O  0.0014  -0.0006  -0.0026
O  0.0245  -0.0087  0.0121
O  -0.0029  -0.0018  -0.0015
O  0.0029  0.0036  -0.0064
O  0.0036  -0.0106  -0.0146
O  -0.0032  -0.0001  -0.0044
O  -0.0005  0.0007  0.0007
O  0.0003  0.0012  0.0005
O  -0.0082  0.0002  -0.0076
O  0.0038  0.0108  0.0257
O  -0.0004  -0.0017  -0.0055
O  -0.0494  -0.011  -0.0497
O  0.0018  -0.0036  -0.0049
O  0.0007  -0.0011  0.0021
O  0.0011  0.0024  -0.0086
O  -0.003  -0.0016  -0.0027
O  0.0056  -0.002  0.0016
O  0.0005  -0.001  0.0003
O  -0.0028  -0.0009  0.0005
O  -0.0037  0.0101  0.0023
O  -0.0005  -0.0001  0.0007
O  0.0167  0.0043  0.0135
O  0.0003  -0.0013  0.0001
O  -0.003  0.0017  -0.0005
O  0.0013  0.0009  -0.0037
O  -0.0001  -0.0054  -0.0047
O  -0.0009  -0.0007  0.0022
O  -0.0001  0.0005  0.0006
O  0.0005  0.002  0.0003
O  -0.0015  0.0024  -0.0024
O  -0.0024  -0.012  -0.0018
O  -0.0004  0.0066  -0.0007
O  -0.0014  0.001  -0.0027
O  -0.0022  -0.0085  -0.0004
O  0.0008  0.0029  -0.0009
O  0.0001  -0.0016  -0.0001
O  -0.0023  -0.0056  0.0024
O  -0.0056  -0.0145  0.0043
O  0.0009  -0.0006  -0.0006
O  0.0003  0.0009  0.0025
O  -0.0009  0.0023  -0.0008
O  0.0002  0.0009  0
O  -0.0003  -0.006  -0.0032
O  0.0038  0.0013  0.0059
O  -0.0008  0.002  -0.0048
O  0.0006  0.0022  0.0036
O  0.0137  0.0101  0.0226
O  0.0001  0.0035  0.0029
O  0.0007  -0.0018  -0.0007
O  0  0.0012  0.0012

The program warned: the cutoff lies below the one the program advises for these potential files; the forces do not sum to zero within the program's tolerance; the exchange-correlation potential is rough where the density is thin.
